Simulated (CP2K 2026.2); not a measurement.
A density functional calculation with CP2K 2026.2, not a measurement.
Periodic cell of 504 atoms, Si360O144, from a study of silicon, its oxide and their interface. The atomic structure is a simulated model.
Doubt: the forces sum to 1.50 eV/angstrom along one axis rather than to zero, so they err by at least 0.0030 eV/angstrom per atom on average; the grid cutoff is modest.

Settings
functional: PBE
method: Gaussian and plane waves
basis set: DZVP-MOLOPT-SR-GTH
pseudopotentials: GTH-PBE
grid cutoff: 300 Ry, relative cutoff 40 Ry
k points: Gamma only
occupations: fixed
spin: none
net charge: 0

Cell vectors (angstrom)
a	16.32	0	0
b	0	16.32	0
c	-4.377	2.32	33.9098

Atoms and the computed forces on them: element, x, y, z (angstrom), force x, y, z (eV/angstrom)
Si	1.667	-1.621	-0.086	-0.073	0.148	0.766
Si	3.815	1.857	0.014	0.159	-0.336	0.744
Si	1.598	4.049	0.299	-0.229	-0.02	0.663
Si	4.359	6.615	0.387	-0.094	0.031	0.675
Si	1.198	-6.66	-0.173	0.212	-0.173	0.726
Si	3.92	-3.819	-0.138	0.114	-0.197	0.685
Si	7.113	-1.532	-0.185	-0.292	0.141	0.67
Si	9.693	1.086	0.065	-0.053	0.242	0.762
Si	6.533	4.453	0.264	0.084	-0.125	0.748
Si	9.231	7.113	0.122	0.049	-0.131	0.653
Si	6.99	9.174	0.492	0.175	0.019	0.522
Si	-7.157	-3.882	0.222	0.053	-0.007	0.738
Si	-4.563	-1.277	-0.086	0.411	-0.064	0.697
Si	-1.566	1.675	-0.013	0.038	-0.18	0.711
Si	-3.699	3.953	0.12	-0.246	-0.051	0.632
Si	-1.754	6.968	0.105	0.261	0.045	0.721
Si	-3.994	-7.142	-0.057	-0.037	0.266	0.693
Si	-1.039	-4.415	-0.176	-0.137	0.121	0.772
Si	2.766	0.053	1.195	0.008	0.006	-0.032
Si	5.407	2.797	1.46	-0.011	-0.004	-0.087
Si	2.781	5.477	1.65	0.01	0.012	-0.014
Si	5.529	8.009	1.804	-0.012	-0.006	0.026
Si	2.774	-5.469	1.173	0.004	-0.012	-0.02
Si	5.465	-2.637	1.184	0.018	0.004	-0.025
Si	8.13	-0.034	1.354	-0.008	-0.033	-0.064
Si	-5.394	2.724	1.248	-0.018	0.001	-0.061
Si	8.168	5.522	1.501	-0.001	0.003	-0.068
Si	-5.484	8.179	1.446	0.017	-0.008	-0.038
Si	8.099	-5.428	1.577	0.01	-0.015	0.005
Si	-5.544	-2.727	1.452	0.004	0.021	-0.047
Si	-2.773	-0.073	1.087	-0.03	0.027	-0.037
Si	-0.04	2.784	1.407	-0.008	0.013	-0.016
Si	-2.716	5.454	1.59	-0.015	0.017	-0.039
Si	-0.017	8.149	1.212	-0.023	-0.006	-0.034
Si	-2.738	-5.476	1.129	0.004	-0.017	-0.055
Si	0.06	-2.801	1.191	0.034	-0.011	-0.043
Si	1.353	1.332	2.646	0.026	0.012	0.008
Si	4.116	4.078	2.938	0.019	-0.014	0.051
Si	1.298	6.877	2.745	-0.019	0.022	0.024
Si	4.051	9.556	2.731	-0.031	0.007	0.009
Si	1.406	-4.132	2.613	-0.007	-0.011	0.01
Si	4.128	-1.288	2.6	-0.023	0.002	0.024
Si	6.785	1.356	2.697	0.006	0.02	0.019
Si	9.566	4.051	2.677	0.004	0.003	0.025
Si	6.9	6.704	3.073	0.036	-0.017	0.05
Si	9.562	-6.747	2.844	-0.006	-0.018	0.016
Si	6.677	-4.015	2.743	-0.027	0.023	0.001
Si	-6.866	-1.35	2.799	0.001	0.021	0.027
Si	-4.062	1.309	2.608	0.031	-0.032	0.013
Si	-1.31	4.111	2.856	0.005	-0.01	0.021
Si	-4.175	6.785	2.824	0.004	0.001	0.019
Si	-1.383	-6.8	2.603	0.001	0.005	0.027
Si	-4.045	-4.114	2.611	-0.005	-0.033	-0.013
Si	-1.358	-1.392	2.497	0.015	0.028	-0.006
Si	-0.028	-0.045	3.961	-0.003	-0.006	-0.005
Si	2.682	2.665	4.116	0.001	0.004	-0.03
Si	0.027	5.49	4.16	0.012	-0.009	0.022
Si	2.678	8.216	4.096	0.024	-0.017	0.007
Si	-0.005	-5.448	3.995	0.003	-0.01	-0.032
Si	2.744	-2.701	3.957	0.003	-0.016	-0.019
Si	5.439	0.004	4.065	-0.013	-0.015	0.005
Si	8.181	2.705	4.047	-0.016	0.019	-0.014
Si	5.468	5.38	4.317	0.011	-0.009	0.023
Si	8.233	-8.12	4.239	-0.014	0.004	-0.017
Si	5.37	-5.395	4.111	0.016	-0.001	0.01
Si	8.097	-2.72	4.116	0.008	-0.01	0.003
Si	-5.425	0.016	4.058	-0.016	0.016	-0.019
Si	-2.729	2.668	4.054	-0.033	0.009	-0.026
Si	-5.482	5.392	4.145	-0.019	0.017	0.004
Si	-2.723	8.18	4.053	0.022	-0.001	-0.026
Si	-5.363	-5.397	4.11	-0.006	0.014	0.003
Si	-2.691	-2.72	3.949	0.001	-0.002	0.002
Si	1.363	-1.344	16.311	0.007	0.01	-0.013
Si	4.058	1.388	16.374	0.002	0.01	-0.005
Si	1.372	4.088	16.363	-0.003	0.011	-0.006
Si	4.061	6.757	16.327	0.005	-0.006	-0.008
Si	1.366	-6.825	16.288	0.003	-0.003	-0.017
Si	4.077	-4.097	16.305	0.002	-0.001	-0.009
Si	6.799	-1.337	16.321	0.016	-0.002	-0.008
Si	-6.797	1.371	16.304	0	-0.009	-0.021
Si	6.77	4.082	16.325	0.001	-0.003	-0.009
Si	-6.819	6.808	16.328	0.001	-0.004	-0.007
Si	6.801	-6.803	16.335	-0.009	0.017	-0.004
Si	-6.791	-4.085	16.307	0.003	-0.012	-0.004
Si	-4.058	-1.354	16.294	-0.002	-0.012	-0.015
Si	-1.361	1.351	16.316	0.003	-0.003	-0.002
Si	-4.061	4.077	16.318	-0.001	0.006	-0.006
Si	-1.338	6.763	16.332	-0.003	0	-0.017
Si	-4.082	9.523	16.281	-0.003	-0.005	-0.017
Si	-1.37	-4.068	16.294	-0.009	0.011	-0.009
Si	2.694	0.002	17.716	-0.013	-0.005	0.016
Si	5.422	2.757	17.742	0.003	-0.005	0.001
Si	2.724	5.433	17.772	-0.003	0.008	0.009
Si	5.419	8.125	17.648	0.009	0.016	0.003
Si	2.691	-5.452	17.646	0.005	-0.017	0.015
Si	5.433	-2.72	17.645	-0.016	0.007	-0.006
Si	8.144	0.054	17.675	-0.005	-0.001	0.013
Si	-5.406	2.698	17.661	-0.008	-0.009	0.003
Si	8.118	5.446	17.674	0.004	0.028	0.019
Si	-5.46	8.207	17.652	-0.015	0.014	-0.006
Si	8.189	-5.447	17.689	0.012	-0.007	-0.011
Si	-5.406	-2.722	17.629	-0.01	0.012	0.022
Si	-2.71	-0.013	17.686	0.012	0	0.017
Si	-0.012	2.71	17.672	0.001	-0.002	0.005
Si	-2.711	5.424	17.703	0.013	-0.013	0.029
Si	0.082	-8.234	17.666	0.016	-0.005	-0.025
Si	-2.687	-5.482	17.632	-0.004	-0.01	0.02
Si	-0.05	-2.659	17.643	0	0.003	-0.011
Si	1.261	1.324	19.074	-0.017	-0.002	-0.026
Si	4.069	4.088	19.17	0.022	-0.014	-0.007
Si	1.384	6.787	19.176	-0.003	0.004	-0.001
Si	4.01	-6.881	18.982	-0.008	-0.03	-0.035
Si	1.309	-4.03	18.927	-0.001	-0.004	-0.029
Si	4.102	-1.366	19.028	0.004	0.002	-0.03
Si	6.785	1.399	19.092	0.003	0.002	-0.029
Si	-6.8	4.061	18.952	-0.008	-0.01	-0.027
Si	6.763	6.812	19.061	-0.026	-0.019	-0.019
Si	-6.798	9.516	19.097	0.004	-0.003	-0.015
Si	6.816	-4.057	18.986	0.018	0.006	-0.019
Si	9.574	-1.301	18.945	0.034	-0.018	-0.049
Si	-4.034	1.357	19.051	-0.026	0.021	0.005
Si	-1.339	4.046	19.071	0.003	-0.006	-0.031
Si	-4.081	6.87	18.973	0.016	0.008	-0.023
Si	-1.272	-6.862	18.945	-0.014	0.02	-0.033
Si	-4.059	-4.128	18.963	0.011	0.03	-0.031
Si	-1.377	-1.343	19.104	0.013	-0.015	-0.003
Si	-0.144	0.061	20.564	0.004	0.018	0.049
Si	2.675	2.627	20.416	-0.002	-0.002	0.064
Si	0.028	5.361	20.49	-0.019	-0.003	0.073
Si	2.717	8.178	20.572	0.023	0.023	0.071
Si	0.028	-5.441	20.273	-0.024	-0.01	0.052
Si	2.617	-2.671	20.299	-0.024	0.033	0.006
Si	5.448	-0.027	20.446	0.023	-0.008	0.048
Si	8.211	2.767	20.409	0.004	-0.012	0.035
Si	5.403	5.518	20.527	0.006	0.029	0.053
Si	8.13	8.156	20.454	0.008	0.023	0.044
Si	5.412	-5.485	20.197	0.005	-0.021	0.026
Si	8.199	-2.641	20.267	0	0.006	0.066
Si	-5.38	0.001	20.389	-0.027	-0.014	0.058
Si	-2.71	2.697	20.459	0.001	-0.004	0.049
Si	-5.487	5.493	20.233	-0.019	0.006	0.033
Si	-2.61	-8.187	20.323	0.017	-0.02	0.04
Si	-5.387	-5.431	20.401	-0.034	-0.052	0.068
Si	-2.701	-2.816	20.362	-0.01	-0.027	0.081
Si	1.463	-1.167	21.724	-0.165	-0.145	-0.728
Si	3.752	0.997	21.713	0.154	0.079	-0.717
Si	1.133	3.709	21.791	0.067	0.195	-0.773
Si	4.328	7.121	21.976	-0.221	-0.294	-0.736
Si	1.606	-6.383	21.71	-0.068	-0.269	-0.675
Si	3.876	-4.259	21.395	-0.018	0.038	-0.648
Si	7.206	-1.041	21.66	-0.244	-0.099	-0.788
Si	-6.889	1.223	21.716	0.186	0.193	-0.725
Si	7.056	4.355	21.701	-0.065	-0.09	-0.693
Si	-7.012	6.509	21.685	0.054	0.25	-0.707
Si	6.497	-6.946	21.653	0.244	0.083	-0.746
Si	9.747	-3.761	21.575	-0.044	-0.233	-0.755
Si	-4.283	-1.674	21.628	0.11	0.154	-0.76
Si	-1.278	1.648	22.06	-0.248	-0.326	-0.698
Si	-3.943	4.356	21.513	-0.064	-0.179	-0.788
Si	-1.632	6.48	21.715	0.269	0.202	-0.757
Si	-3.71	-6.598	21.6	-0.203	-0.037	-0.722
Si	-1.519	-4.406	21.665	0.053	0.235	-0.784
Si	-0.211	-2.72	23.94	0.008	-0.04	-0.185
Si	-0.245	3.876	-4.406	0.094	0.095	0.014
Si	3.979	6.108	24.991	0.033	0.088	-0.177
Si	-2.993	3.494	-5.68	0.014	0.035	0.027
Si	-4.266	-3.359	-6.7	-0.001	-0.037	-0.006
Si	3.389	6.278	-7.371	0.092	-0.042	-0.054
Si	-6.258	-6.234	25.773	-0.016	0.1	-0.066
Si	-0.392	-1.36	-4.584	0.079	0.061	0.029
Si	7.065	4.14	-2.686	0.09	0.009	-0.013
Si	-6.878	2.62	-2.401	-0.046	-0.046	-0.142
Si	-4.765	5.873	-4.902	-0.02	-0.071	0.032
Si	-5.313	2.823	23.911	-0.043	-0.179	-0.114
Si	-2.126	-5.372	-5.46	0.076	-0.066	-0.007
Si	4.865	2.165	-2.931	-0.05	-0.082	0.183
Si	2.088	1.804	-4.12	-0.155	-0.061	0.057
Si	5.106	-2.076	-5.337	-0.045	0.025	-0.021
Si	1.882	-7.942	-6.322	0.058	-0.042	0.026
Si	7.021	-4.331	-5.553	-0.033	-0.004	0.066
Si	2.29	-0.8	-5.978	0.058	0.02	-0.057
Si	-5.515	5.278	-1.852	0.06	0.159	0.054
Si	-3.08	-1.57	24.485	-0.038	-0.12	-0.129
Si	-4.585	-2.968	-2.857	-0.104	0.026	0.112
Si	6.406	-1.413	24.617	-0.011	0.091	-0.154
Si	-0.096	6.817	-4.422	0.014	-0.072	-0.067
Si	-7.805	-5.701	23.441	-0.05	0.027	-0.032
Si	4.653	1.262	24.635	0.035	0.025	-0.151
Si	2.308	1.934	26.434	0.012	0.064	0.018
Si	-7.425	5.98	-6.604	-0.008	-0.065	0.049
Si	1.214	-7.345	24.56	-0.088	0.141	0.031
Si	2.184	-3.267	25.662	-0.023	-0.038	0.002
Si	5.373	-5.863	-1.801	-0.018	0.079	-0.048
Si	6.153	3.862	24.6	-0.074	-0.075	-0.151
Si	3.22	-7.99	-2.074	-0.031	0.031	0.029
Si	1.507	4.341	24.733	0.037	-0.013	-0.113
Si	-6.646	-2.743	-5.138	0.006	-0.105	0.088
Si	-5.799	-5.622	-2.097	-0.029	-0.136	0.038
Si	4.543	-3.572	24.095	0.049	0.069	-0.09
Si	-0.338	6.584	24.554	-0.016	-0.018	-0.077
Si	0.366	0.348	-2.184	0.012	-0.046	0.154
Si	6.624	-0.374	-3.195	0.035	-0.066	0.183
Si	-2.729	7.918	-5.24	0.068	0.006	0.052
Si	-2.756	1.293	24.964	0.187	0.086	-0.218
Si	-5.708	-7.815	23.449	0.011	-0.077	-0.065
Si	-0.021	5.45	-1.939	0.007	-0.045	0.028
Si	-7.601	0.036	-5.377	-0.097	-0.009	0.11
Si	-5.075	1.39	-4.554	0.061	-0.129	0.069
Si	3.977	7.326	-4.768	0.009	-0.067	0.031
Si	-3.204	-0.572	-5.764	-0.013	0.125	0.15
Si	-1.732	-3.574	-3.161	-0.028	0.019	0.146
Si	-7.321	4.059	25.957	0.046	-0.036	0.016
Si	7.067	6.844	-4.227	-0.013	-0.053	-0.038
Si	-4.371	-3.761	26.279	-0.091	-0.019	-0.051
Si	7.866	-6.506	-3.617	-0.037	-0.009	0.126
Si	3.631	-5.839	25.6	-0.116	0.1	0.031
Si	1.352	-1.379	5.343	0.013	0.006	0.002
Si	4.068	1.325	5.452	0.015	0.013	0.02
Si	1.368	4.076	5.47	0.015	0.009	0.01
Si	4.048	6.836	5.482	-0.015	0.025	-0.008
Si	1.318	9.553	5.445	-0.013	0.006	-0.005
Si	4.034	-4.027	5.44	-0.023	0.004	-0.006
Si	6.774	-1.343	5.464	0.002	-0.001	0.008
Si	9.537	1.363	5.43	-0.001	-0.001	0.006
Si	6.858	3.997	5.54	-0.003	-0.013	0.021
Si	-6.768	6.782	5.542	-0.006	-0.013	0.009
Si	6.778	-6.75	5.467	0.004	0.02	0.006
Si	-6.796	-4.063	5.433	-0.012	0	0.005
Si	-4.057	-1.38	5.368	0.007	-0.004	-0.002
Si	-1.354	1.314	5.388	0.023	0.012	-0.001
Si	-4.074	4.038	5.442	-0.007	-0.021	0.006
Si	-1.382	6.831	5.459	-0.006	0.003	0.005
Si	-4.038	-6.785	5.458	-0.002	-0.024	0.009
Si	-1.348	-4.068	5.359	-0.004	-0.007	0.001
Si	2.692	-0.038	6.772	0.004	0	-0.008
Si	5.439	2.662	6.839	0.018	-0.002	0.007
Si	2.718	5.442	6.831	0.008	-0.018	0.002
Si	5.426	-8.129	6.822	-0.005	0.006	0.007
Si	2.687	-5.406	6.796	0	0.011	0.011
Si	5.415	-2.705	6.813	0.001	-0.002	0
Si	8.166	0.008	6.796	-0.003	0.005	0.007
Si	-5.44	2.711	6.816	-0.008	0.013	-0.005
Si	-8.146	5.422	6.871	-0.003	0.003	0.001
Si	-5.389	-8.155	6.835	-0.004	-0.006	0.002
Si	-8.153	-5.416	6.811	0.002	-0.008	0.005
Si	-5.427	-2.702	6.774	0.002	-0.003	-0.004
Si	-2.713	-0.029	6.763	-0.007	0	-0.004
Si	-0.019	2.698	6.777	0	-0.002	-0.002
Si	-2.726	5.43	6.794	0.004	0.005	-0.004
Si	-0.016	8.181	6.815	0.001	-0.007	0.001
Si	-2.686	-5.409	6.784	0.006	-0.007	-0.001
Si	0.007	-2.723	6.744	-0.004	-0.003	-0.005
Si	1.352	1.345	8.135	0.008	-0.002	-0.006
Si	4.09	4.071	8.167	0.019	0.014	-0.002
Si	1.344	6.806	8.167	-0.006	0	-0.004
Si	4.058	-6.767	8.162	0.003	0.001	-0.003
Si	1.34	-4.061	8.16	0	-0.012	0.004
Si	4.055	-1.361	8.17	0.003	-0.014	0.003
Si	6.808	1.331	8.194	-0.019	0	0
Si	-6.779	4.066	8.205	0.005	0.005	0.004
Si	6.787	6.808	8.174	-0.003	-0.016	0.003
Si	-6.793	-6.796	8.159	-0.008	-0.011	-0.01
Si	6.796	-4.061	8.163	0.004	0.011	-0.002
Si	-6.789	-1.353	8.149	0.003	0.01	-0.005
Si	-4.069	1.336	8.143	-0.011	0.007	0
Si	-1.365	4.066	8.147	-0.011	0.003	-0.004
Si	-4.057	6.79	8.186	-0.004	0.002	-0.001
Si	-1.359	-6.777	8.173	0.007	0.001	0.004
Si	-4.074	-4.07	8.139	0.001	-0.004	-0.008
Si	-1.35	-1.374	8.128	0.006	-0.001	-0.008
Si	-0.002	-0.01	9.503	-0.003	-0.001	-0.001
Si	2.714	2.706	9.504	0.004	-0.002	-0.004
Si	-0.011	5.433	9.514	0.008	-0.003	0
Si	2.712	-8.151	9.518	0.005	0	-0.006
Si	0.002	-5.429	9.531	-0.003	0.006	-0.001
Si	2.708	-2.72	9.531	-0.002	0.004	-0.003
Si	5.43	-0.017	9.534	0.011	-0.003	-0.001
Si	-8.159	2.71	9.543	-0.009	0.006	-0.004
Si	5.438	5.437	9.53	-0.004	0.003	0.009
Si	-8.155	-8.155	9.521	0.009	0.004	-0.004
Si	5.435	-5.425	9.523	0.001	0.001	-0.003
Si	-8.157	-2.707	9.515	-0.006	-0.004	-0.001
Si	-5.436	0.001	9.518	-0.003	-0.003	-0.003
Si	-2.722	2.708	9.509	-0.007	0.007	-0.003
Si	-5.425	5.439	9.546	-0.003	0.002	0.005
Si	-2.707	-8.155	9.53	0.005	-0.011	-0.003
Si	-5.432	-5.432	9.509	-0.001	-0.005	-0.008
Si	-2.713	-2.719	9.505	0	-0.002	-0.001
Si	1.355	-1.353	10.884	0.011	-0.008	0.001
Si	4.074	1.357	10.879	0.017	-0.004	-0.002
Si	1.357	4.072	10.862	-0.004	0.006	-0.001
Si	4.072	-9.519	10.876	0.001	-0.003	0
Si	1.361	-6.796	10.887	-0.003	0.007	-0.001
Si	4.077	-4.074	10.891	-0.004	0.003	0.003
Si	6.798	-1.365	10.892	-0.007	0.001	0.003
Si	-6.797	1.352	10.894	0.001	0.01	-0.001
Si	-9.519	4.081	10.891	0.009	0.004	0.004
Si	-6.799	-9.517	10.887	-0.008	-0.008	0.004
Si	-9.521	-6.794	10.874	-0.001	-0.008	-0.004
Si	-6.799	-4.076	10.867	-0.003	0.005	-0.009
Si	-4.073	-1.359	10.868	-0.007	0.001	-0.001
Si	-1.357	1.353	10.866	0.004	0.002	0
Si	-4.069	4.068	10.889	0.001	0.003	0.003
Si	-1.356	6.795	10.886	-0.009	0.01	0.005
Si	-4.083	-6.8	10.876	-0.004	-0.004	-0.002
Si	-1.364	-4.076	10.881	0.002	-0.014	0
Si	2.717	0.005	12.248	-0.007	0.008	0.002
Si	5.435	2.716	12.239	-0.012	0.006	-0.001
Si	2.712	5.433	12.226	0.003	-0.002	0.003
Si	5.442	-8.163	12.23	0.003	0.005	0.002
Si	2.726	-5.444	12.249	0.009	-0.012	0
Si	5.436	-2.715	12.256	0.017	-0.005	0
Si	8.153	-0.001	12.254	-0.008	-0.008	0.002
Si	-5.442	2.721	12.248	-0.007	0.003	0.006
Si	-8.161	5.445	12.248	0.003	0.003	0.007
Si	-5.436	-8.16	12.245	-0.003	0.003	0.001
Si	-8.16	-5.433	12.233	0.003	0.003	-0.001
Si	-5.442	-2.714	12.222	0.003	-0.009	-0.003
Si	-2.718	0.001	12.232	-0.004	0	0.007
Si	0.004	2.714	12.227	0.004	0.004	0
Si	-2.712	5.431	12.248	-0.003	-0.006	0.005
Si	0.002	8.157	12.243	0.012	-0.011	0.008
Si	-2.721	-5.445	12.235	-0.003	0.008	0.001
Si	0.001	-2.721	12.238	-0.009	0.008	0
Si	1.364	1.376	13.604	-0.002	0	0.006
Si	4.067	4.072	13.589	0.008	0.004	0.004
Si	1.36	6.788	13.595	-0.003	0.006	0.01
Si	4.092	-6.811	13.6	0.008	-0.009	0.001
Si	1.36	-4.084	13.598	0.006	-0.004	-0.003
Si	4.077	-1.348	13.616	0.001	0.004	0.003
Si	6.79	1.365	13.612	0.004	0.006	0.009
Si	-6.801	4.088	13.608	-0.006	0.007	0.001
Si	6.789	-9.521	13.604	-0.002	-0.001	0.003
Si	-6.805	-6.799	13.592	-0.003	0	0.009
Si	6.803	-4.077	13.603	-0.008	-0.006	0.005
Si	9.521	-1.366	13.598	0.007	-0.005	-0.001
Si	-4.08	1.358	13.596	-0.003	0.002	0.003
Si	-1.346	4.066	13.6	0.008	0.004	0
Si	-4.078	6.79	13.605	0.005	-0.007	0.003
Si	-1.366	9.512	13.6	-0.014	0.008	0.003
Si	-4.083	-4.073	13.575	-0.015	0	-0.011
Si	-1.351	-1.354	13.589	0.008	-0.01	0.005
Si	0.006	0.01	14.949	-0.001	0	-0.005
Si	2.719	2.734	14.981	0.005	0.014	-0.002
Si	0.016	5.42	14.964	0	-0.005	0.005
Si	2.733	8.137	14.948	0.01	-0.002	-0.002
Si	-0.004	-5.446	14.953	0.005	-0.004	0.003
Si	2.714	-2.723	14.961	-0.004	-0.013	0
Si	5.42	0.026	14.988	-0.01	-0.004	0.006
Si	8.152	2.735	14.965	0.001	0.011	0
Si	5.42	5.425	14.948	-0.007	-0.001	-0.004
Si	8.152	-8.156	14.957	0.003	0.004	0.01
Si	5.452	-5.447	14.958	0	-0.011	-0.005
Si	8.158	-2.714	14.966	0.003	-0.004	-0.005
Si	-5.441	-0.002	14.952	-0.004	0.003	-0.002
Si	-2.716	2.712	14.954	-0.002	-0.004	-0.004
Si	-5.442	5.443	14.978	-0.008	-0.004	-0.004
Si	-2.707	8.136	14.968	-0.003	0.004	0
Si	-5.438	-5.431	14.931	0.007	0.012	0.001
Si	-2.719	-2.717	14.927	-0.003	0.003	-0.003
O	0.877	-1.492	-5.571	0.032	-0.158	-0.045
O	-5.177	-5.034	25.685	0.154	-0.034	-0.077
O	1.14	5.021	-0.923	0.006	0.183	-0.412
O	1.892	4.167	23.163	0.614	0.075	0.105
O	-0.711	-3.931	22.995	0.345	-0.554	0.136
O	-7.388	-4.248	22.903	-0.411	0.485	0.14
O	3.739	7.469	-0.828	-0.152	-0.015	-0.373
O	4.208	7.204	26.161	0.117	0.104	0.108
O	3.054	-2.979	24.331	-0.326	0.475	-0.558
O	-8.05	0.135	22.069	0.054	0.118	0.137
O	5.258	5.135	24.97	0.233	0.275	0.167
O	-6.016	5.655	-5.892	0.011	-0.191	-0.288
O	0.727	-1.738	23.062	0.178	0.032	0.386
O	-8.088	3.184	-3.342	0.003	-0.048	-0.568
O	6.859	-1.666	23.104	-0.013	-0.508	0.134
O	-1.285	6.038	-1.145	-0.4	-0.28	-0.161
O	-1.638	-3.803	-1.565	-0.144	0.153	-0.11
O	-8.113	5.418	22.218	-0.274	0.017	0.652
O	7.84	-8.123	-3.772	0.19	-0.335	0.211
O	-4.126	4.995	-1.077	0.329	0.398	-0.063
O	-0.076	5.337	-5.123	0.134	0.079	-0.42
O	-4.484	-2.18	-1.449	0.072	-0.147	-0.067
O	2.785	-5.292	22.082	-0.056	0.054	0.149
O	-3.157	-4.296	-6.042	0.156	-0.007	0.135
O	-5.252	5.51	-3.413	-0.258	-0.221	-0.004
O	-6.203	7.035	23.016	0.042	-0.368	0.28
O	-0.736	1.134	-1.31	-0.036	0.017	-0.377
O	-5.556	-0.038	-0.458	-0.042	0.181	-0.63
O	5.787	-6.502	-0.393	-0.501	0.13	0.277
O	-3.113	-2.777	-3.509	0.179	0.38	-0.039
O	-0.055	2.702	22.308	-0.188	0.133	0.594
O	-7.421	1.6	-1.27	-0.566	-0.056	-0.223
O	-2.649	2.829	-0.482	-0.088	0.112	-0.292
O	-2.829	-6.809	-5.354	-0.677	0.142	-0.256
O	4.503	1.642	-1.439	0.363	-0.424	-0.014
O	-3.494	4.999	-5.396	0.445	0.163	0.167
O	7.596	4.095	25.216	0.128	0.108	0.204
O	-6.933	-6.161	-3.131	0.089	-0.315	-0.074
O	-4.25	-7.462	22.876	0.429	-0.379	0.403
O	5.577	-2.743	24.997	0.06	-0.179	0.21
O	-1.865	1.335	23.577	0.098	-0.036	-0.042
O	-4.876	-6.769	-1.402	-0.234	-0.378	-0.427
O	-0.432	4.152	-2.814	-0.549	-0.307	0.111
O	-2.836	5.432	22.033	-0.17	-0.286	0.456
O	-0.491	-2.7	-3.695	0.331	-0.186	0.327
O	-2.721	3.177	-7.242	0.348	0.475	-0.373
O	-4.21	7.392	-4.887	-0.244	0.311	0.048
O	-0.307	-0.116	-3.565	-0.283	0.239	-0.219
O	0.073	-5.545	-0.617	0.022	-0.142	-0.409
O	7.254	3.945	-1.094	0.313	-0.375	-0.058
O	5.388	5.514	-0.246	-0.087	-0.065	-0.746
O	0.518	6.602	-2.938	0.538	0.395	0.298
O	0.034	5.035	24.79	-0.298	-0.226	0.035
O	-5.705	-7.566	25.036	0.415	-0.342	0.542
O	-4.691	3.815	22.828	0.097	0.282	0.023
O	-1.525	-1.982	24.485	0.089	0.494	0.385
O	1.417	2.947	25.543	-0.403	-0.405	-0.22
O	8.093	-0.229	-3.892	0.444	-0.132	0.398
O	0.952	-0.924	-1.377	-0.122	-0.111	-0.434
O	7.048	-6.119	22.954	-0.387	0.146	0.518
O	2.639	2.945	-0.291	0.085	0.131	-0.288
O	1.414	-6.574	-7.007	0.531	0.398	0.093
O	-5.729	-3.694	-6.073	-0.261	-0.423	-0.153
O	6.769	-5.853	-2.605	0.158	0.203	-0.032
O	1.579	1.303	-2.656	0.427	0.041	0.431
O	-1.144	6.922	23.202	-0.234	0.409	0.09
O	7.657	-1.291	25.617	0.6	-0.222	-0.146
O	-8.142	-2.755	-0.465	0.065	-0.02	-0.439
O	-1.178	7.17	25.812	-0.256	-0.211	0.232
O	-1.692	-4.974	-3.958	0.506	-0.592	0.25
O	1.039	2.92	-4.67	0.163	0.147	-0.491
O	3.182	7.325	-3.35	-0.367	-0.448	-0.004
O	0.841	-6.704	23.122	-0.517	0.201	-0.003
O	5.558	7.351	-4.502	0.075	0.218	-0.142
O	3.83	6.691	23.472	-0.085	-0.081	0.069
O	-8.112	-3.398	-4.952	-0.1	0.08	0.237
O	3.566	2.379	-3.852	0.292	0.177	-0.505
O	4.269	-6.819	-2.49	-0.032	0.159	-0.423
O	7.158	5.709	-3.07	0.115	0.211	0.323
O	6.739	-0.859	-1.64	-0.124	0.346	-0.034
O	-4.222	2.589	-5.175	-0.233	0.076	-0.131
O	5.45	-8.041	22.253	0.144	0.062	0.228
O	3.711	6.066	-5.779	0.201	-0.65	0.397
O	-4.104	0.074	-4.55	-0.121	-0.398	0.555
O	3.283	1.097	25.462	-0.269	-0.438	-0.21
O	-5.841	-2.45	-3.748	-0.375	0.573	-0.04
O	-6.76	-6.764	22.79	0.142	-0.271	-0.475
O	4.688	-4.419	-1.479	0.168	0.17	-0.505
O	-4.117	2.119	24.72	-0.029	0.156	0.239
O	-0.855	-5.401	-6.453	0.12	0.216	0.128
O	6.34	3.697	23.002	-0.154	-0.502	-0.012
O	-2.007	1.799	26.322	0.161	0.34	-0.168
O	-2.224	7.331	-6.652	0.1	-0.363	-0.157
O	1.836	-7.293	-1.558	-0.25	0.159	-0.568
O	-2.977	0.584	-6.845	0.008	-0.029	-0.054
O	-6.566	-4.783	-0.973	-0.304	-0.062	0.143
O	-5.466	-2.692	22.114	-0.148	0.133	0.554
O	5.5	2.514	25.202	0.14	-0.066	0.595
O	2.609	-4.737	26.22	-0.337	-0.137	0.165
O	-7.63	-5.752	25.04	-0.492	0.306	0.392
O	4.328	1.613	23.094	0.227	0.304	0.087
O	-6.912	-1.337	-5.878	0.153	0.014	-0.42
O	-6.339	3.922	-1.625	-0.013	-0.088	0.635
O	7.555	0.469	-6.406	-0.387	0.577	0.064
O	-1.599	7.402	-4.202	-0.226	0.124	0.396
O	5.572	-3.644	-5.203	-0.396	-0.087	0.469
O	3.323	-7.73	-5.583	0.451	0.691	0.289
O	-6.431	1.144	-5.405	-0.17	0.363	-0.365
O	7.392	-5.812	-5.004	-0.119	-0.206	-0.346
O	-4.763	-4.58	-2.769	0.418	-0.245	-0.171
O	-3.552	-1.176	22.989	0.243	0.565	0.083
O	2.666	5.251	25.385	-0.059	0.068	0.489
O	3.512	-1.769	-5.481	-0.142	-0.137	0.309
O	-3.187	-0.219	25.336	-0.175	-0.144	0.579
O	-6.259	1.752	23.133	-0.035	-0.057	0.565
O	-7.337	7.46	-7.247	0.695	0.568	0.049
O	5.687	-1.421	-3.982	-0.243	-0.425	0.456
O	-6.152	3.737	24.919	0.195	0.265	0.104
O	5.487	-0.101	24.732	0.044	-0.003	0.345
O	0.631	-3.237	25.221	-0.216	-0.421	0.634
O	-6.363	6.505	-1.219	-0.112	0.45	-0.429
O	-1.607	3.176	-4.913	-0.113	-0.236	0.241
O	-2.642	-5.492	22.167	-0.063	0.09	0.305
O	4.593	-5.119	24.535	0.537	-0.32	-0.218
O	-5.627	1.881	-3.116	0.305	-0.203	0.348
O	-3.997	-1.802	-6.418	0.073	0.181	0.031
O	-2.867	8.045	-0.464	0.292	-0.102	-0.483
O	1.079	7.37	24.44	0.58	-0.291	-0.12
O	7.69	6.096	-5.523	-0.234	-0.387	-0.209
O	2.291	0.622	-5.203	0.262	0.321	0.084
O	-4.03	-2.714	25.105	-0.369	-0.097	-0.195
O	6.969	-4.475	-7.16	0.445	0.327	-0.198
O	0.755	7.887	-5.264	0.098	0.271	-0.096
O	8.082	-8.092	-0.332	0.132	0.062	-0.412
O	2.064	7.207	-7.438	-0.723	-0.249	-0.519
O	2.784	-2.717	-0.621	0.043	0.011	-0.467
O	5.915	1.053	-3.422	0.09	0.115	-0.191
O	2.735	-6.983	24.903	0.327	-0.404	-0.282
O	4.804	-3.495	22.513	0.403	0.216	-0.025
O	5.774	-1.437	-6.669	-0.29	-0.407	-0.534
O	0.201	-6.914	25.753	0.105	0.357	0.122
O	-1.744	-1.123	-5.404	0.019	0.037	-0.126
O	5.596	3.601	-3.048	-0.47	0.371	-0.144
O	2.648	-0.131	22.18	0.154	0.072	0.316

Results
total energy: -101655.405 eV
total energy less fixed offsets of O -438.25, Si -107.07 eV per atom: -2.205 eV
